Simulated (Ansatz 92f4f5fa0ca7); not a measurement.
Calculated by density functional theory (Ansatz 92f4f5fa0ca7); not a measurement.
Periodic cell of 255 atoms, Si165O90, from a study of silicon, its oxide and their interface. The atomic structure is a simulated model.
Doubt: the cutoff is low for norm-conserving oxygen, so forces and energies are approximate.
This geometry differs little from another in the collection (a relaxation step or a small displacement).

Settings: functional HSE06; potential files SPMS norm-conserving; basis plane waves; wave-function cutoff 800 eV; density cutoff ratio 4; exchange-correlation grid ratio 1; k mesh 1 x 1 x 1, Gamma-centred; occupations fixed; spin none; net charge 0.

Cell vectors (angstrom)
a, 10.938, 0, 0
b, 0, 10.938, 0
c, 0, 0, 37.0262

Atoms: element, x, y, z (angstrom)
Si, 0, 0, 0.683
Si, 5.469, 0, 0.683
Si, 2.7345, 2.7345, 0.683
Si, 8.2035, 2.7345, 0.683
Si, 0, 5.469, 0.683
Si, 5.469, 5.469, 0.683
Si, 2.7345, 8.2035, 0.683
Si, 8.2035, 8.2035, 0.683
Si, 1.3673, 1.3673, 2.0503
Si, 6.8362, 1.3673, 2.0503
Si, 4.1018, 4.1018, 2.0503
Si, 9.5708, 4.1018, 2.0503
Si, 1.3673, 6.8362, 2.0503
Si, 6.8362, 6.8362, 2.0503
Si, 4.1018, 9.5708, 2.0503
Si, 9.5708, 9.5708, 2.0503
Si, 2.7345, 0, 34.9747
Si, 8.2035, 0, 34.9747
Si, 0, 2.7345, 34.9747
Si, 5.469, 2.7345, 34.9747
Si, 2.7345, 5.469, 34.9747
Si, 8.2035, 5.469, 34.9747
Si, 0, 8.2035, 34.9747
Si, 5.469, 8.2035, 34.9747
Si, 4.1018, 1.3673, 36.3419
Si, 9.5708, 1.3673, 36.3419
Si, 1.3673, 4.1018, 36.3419
Si, 6.8362, 4.1018, 36.3419
Si, 4.1018, 6.8362, 36.3419
Si, 9.5708, 6.8362, 36.3419
Si, 1.3673, 9.5708, 36.3419
Si, 6.8362, 9.5708, 36.3419
Si, -0.177, -0.1921, 26.7624
Si, 4.2353, -0.2908, 26.1486
Si, 2.6552, 2.3733, 26.7469
Si, 7.2701, 2.9144, 26.9844
Si, -0.5537, 5.497, 26.8206
Si, 5.6635, 4.8671, 26.9181
Si, 1.8476, 8.7218, 25.4863
Si, 8.2566, 7.8096, 26.7208
Si, 1.2063, 1.2053, 28.1456
Si, 6.4288, 1.1618, 28.4641
Si, 3.9411, 3.888, 28.1525
Si, 9.1789, 3.9386, 28.1515
Si, 1.1254, 6.7851, 27.9501
Si, 6.7177, 6.6661, 28.0983
Si, 4.6808, 10.3019, 28.3775
Si, 9.3785, 9.433, 28.1146
Si, 2.7348, 0.0685, 29.5699
Si, 8.129, -0.0505, 29.5426
Si, -0.1458, 2.6959, 29.4265
Si, 5.3043, 2.7509, 29.7375
Si, 2.6217, 5.4738, 29.3322
Si, 8.1001, 5.4568, 29.5885
Si, -0.0502, 8.202, 29.4634
Si, 5.4741, 8.261, 29.3985
Si, 3.9655, 1.4051, 31.0572
Si, 9.5198, 1.3364, 30.8684
Si, 1.2642, 4.1148, 30.7735
Si, 6.7572, 4.1271, 30.9685
Si, 4.0267, 6.8673, 30.7313
Si, 9.5426, 6.8328, 30.8726
Si, 1.3618, 9.5497, 30.8377
Si, 6.8116, 9.5122, 30.9117
Si, -0.0078, -0.008, 32.2166
Si, 5.4137, -0.0336, 32.2618
Si, 2.6111, 2.8134, 32.288
Si, 8.1583, 2.7126, 32.2525
Si, -0.0433, 5.4549, 32.2207
Si, 5.3872, 5.5358, 32.2256
Si, 2.696, 8.1713, 32.2065
Si, 8.2001, 8.189, 32.2704
Si, 1.3288, 1.3629, 33.6198
Si, 6.8083, 1.3361, 33.6121
Si, 4.0699, 4.127, 33.6087
Si, 9.5503, 4.0804, 33.6036
Si, 1.3456, 6.808, 33.5949
Si, 6.815, 6.8315, 33.6127
Si, 4.066, 9.5287, 33.608
Si, 9.5737, 9.5688, 33.6079
Si, 2.7461, -0.0125, 3.3926
Si, 8.224, 0.0234, 3.4272
Si, 0.0327, 2.7647, 3.4228
Si, 5.5084, 2.7492, 3.4119
Si, 2.7484, 5.4801, 3.4286
Si, 8.2484, 5.4945, 3.4097
Si, 0.0119, 8.1968, 3.3998
Si, 5.4678, 8.2091, 3.4378
Si, 4.1716, 1.3097, 4.7184
Si, 9.6265, 1.3958, 4.7853
Si, 1.4007, 4.125, 4.8225
Si, 6.897, 4.1389, 4.7664
Si, 4.1154, 6.8204, 4.8264
Si, 9.6686, 6.8015, 4.8016
Si, 1.3878, 9.5424, 4.7463
Si, 6.8727, 9.5704, 4.7854
Si, 0.0437, -0.036, 6.1069
Si, 5.5293, 0.0141, 6.1719
Si, 2.8208, 2.6753, 6.0278
Si, 8.3356, 2.8595, 6.133
Si, 0.1061, 5.5126, 6.2995
Si, 5.5375, 5.4614, 6.1813
Si, 2.7142, 8.1966, 6.1676
Si, 8.2623, 8.1621, 6.0843
Si, 1.4836, 1.3202, 7.3909
Si, 6.9696, 1.4949, 7.415
Si, 4.2503, 3.8983, 7.431
Si, 9.6421, 4.1921, 7.6798
Si, 1.3889, 6.9651, 7.7379
Si, 6.9513, 6.8451, 7.5264
Si, 4.1166, 9.5158, 7.4816
Si, 9.5838, 9.532, 7.4417
Si, 2.8395, 0.0068, 8.8464
Si, 8.2254, 0.0201, 8.6718
Si, 0.1057, 2.6054, 8.7811
Si, 5.6452, 2.7411, 8.9117
Si, 2.8196, 5.9039, 9.3902
Si, 8.2226, 5.5686, 9.1142
Si, -0.0935, 8.286, 8.9987
Si, 5.581, 8.2377, 8.8285
Si, 4.7152, 0.8872, 10.0493
Si, 9.8176, 1.0704, 10.0008
Si, 1.6272, 3.8853, 11.2266
Si, 6.3904, 4.5864, 10.2961
Si, 4.9012, 6.5379, 10.3389
Si, 9.3701, 7.1689, 10.5456
Si, 1.1767, 9.8778, 10.1511
Si, 6.4187, 10.1394, 9.8674
O, 9.3704, 6.6783, 26.2082
O, 5.6277, -0.4319, 25.3288
O, 12.9834, 5.3617, 10.7244
O, 2.8082, 3.1052, 11.9974
O, 5.0755, 5.5035, 25.5036
O, 0.6182, 9.7502, 25.7245
O, 0.025, 0.0346, 10.5681
O, 1.2015, 3.0774, 9.9123
O, 6.548, 4.2342, 11.9158
O, 3.1996, 4.6425, 8.4404
O, 10.2061, 6.4076, 11.7292
O, 1.8464, 9.3142, 11.5486
O, 4.504, 1.1655, 11.6606
O, 0.3986, 4.053, 12.2306
O, 9.1401, 1.7627, 11.3183
O, 4.9242, 6.8633, 11.9589
O, 7.5236, 8.5756, 25.457
O, 12.7765, 7.6265, 26.6932
O, 1.7986, 8.0446, 24.0043
O, 3.6371, 1.235, 26.0048
O, 9.883, 0.8593, 25.8676
O, 0.2511, 4.6436, 25.6639
O, 7.7247, 13.2837, 25.5119
O, 3.2217, 9.5591, 25.5171
Si, 10.8499, 2.1839, 22.8551
Si, 6.8454, 9.7632, 24.5699
Si, 1.5313, 11.9767, 16.8495
Si, 10.6468, 0.0076, 14.6276
Si, 5.7389, -0.2525, 16.5923
Si, 12.8114, 6.8194, 17.2182
Si, 3.3795, 1.7471, 12.6631
Si, 4.1278, 5.2476, 24.2167
Si, 4.2129, 2.14, 15.6992
Si, 10.1255, 2.9214, 17.3419
Si, 8.6719, 1.1969, 12.7607
Si, -5.9517, 9.1411, 19.0884
Si, 14.7597, 4.4044, 17.5142
Si, 8.6698, 11.1791, 16.6969
Si, 8.6033, -0.2461, 19.7912
Si, 7.6631, -5.1433, 20.7183
Si, 3.7506, 2.4886, 19.8166
Si, 7.3641, 9.4346, 11.8167
Si, 5.4188, 3.8859, 21.8571
Si, 10.9382, 10.5165, 21.4932
Si, -2.2089, 1.2932, 24.808
Si, -0.5991, 5.1798, 12.7775
Si, -1.5839, 8.1734, 21.0581
Si, -4.9187, 6.3635, 18.1306
Si, 7.2989, 5.9109, 15.24
Si, 2.7967, 7.6492, 22.7703
Si, 5.1874, 9.5085, 22.0178
Si, -0.6189, 5.6899, 15.7317
Si, 10.2711, 4.0399, 20.307
Si, 1.7974, 10.0246, 13.0063
Si, -4.9032, 1.2347, 20.9167
Si, 5.5901, 7.5124, 13.2831
Si, 1.5025, 3.7287, 25.1286
Si, 1.0051, 6.6838, 20.2039
Si, 7.4699, 3.836, 13.1992
Si, 14.5578, 8.6426, 15.2465
Si, 13.2108, -0.1888, 19.5168
O, 9.9242, 3.298, 18.9038
O, 5.1678, 1.7184, 19.6293
O, 6.3294, 2.5482, 21.8097
O, 1.549, 10.9133, 18.0707
O, 4.4727, 7.5316, 14.4485
O, 0.9747, 2.8869, 23.8474
O, 7.046, 4.3933, 14.6754
O, -3.3988, 2.2195, 13.2949
O, 4.0401, 2.063, 14.0999
O, 13.6201, 1.2913, 20.0808
O, 9.0436, 1.8451, 16.7372
O, 4.3384, 3.6742, 16.1702
O, 13.697, 9.3562, 14.0938
O, 16.6603, 10.2468, 18.1566
O, 8.1651, 10.6092, 12.6002
O, 18.2122, 10.6295, 16.1077
O, 2.6721, 7.9889, 16.4008
O, 8.8662, 4.7259, 20.7059
O, -5.7955, 7.7143, 18.3391
O, 3.2339, 3.3051, 18.5385
O, 4.0599, 3.5784, 20.9901
O, -5.31, 19.8623, 20.5647
O, 6.3308, 5.1454, 21.3826
O, 10.9064, 5.6338, 14.2218
O, 9.891, 1.1894, 13.824
O, 2.6654, 4.747, 24.6571
O, 7.9493, -0.0244, 24.2833
O, 0.3838, 17.552, 16.6057
O, 0.9935, 0.5112, 15.4389
O, 5.0258, 5.1091, 18.3222
O, 8.7807, -0.19, 18.2205
O, 8.8269, 6.2843, 15.6047
O, -0.7785, 9.1897, 22.074
O, 12.2224, -0.8524, 20.6098
O, 8.2923, 7.0519, 21.5694
O, 0.2752, 9.8915, 13.5526
O, 7.3776, 0.5964, 20.3642
O, 0.5679, 5.108, 20.1742
O, 10.7131, 3.0139, 21.4774
O, 2.6915, 5.4423, 17.0515
O, 6.852, 6.766, 13.9485
O, 8.3577, -2.7257, 11.3276
O, 5.1855, 11.1246, 21.8239
O, 0.6625, 13.2399, 17.2807
O, 9.4031, 2.064, 23.5661
O, 3.868, 6.5514, 23.3005
O, 9.6951, -0.5925, 15.7696
O, 9.9189, 0.3447, 20.5026
O, 1.7605, 7.0967, 18.8199
O, 4.6689, 9.7212, 15.8534
O, 6.2718, 9.1497, 23.1765
O, -2.4769, -1.8088, 20.1281
O, 3.7116, 8.9368, 22.3739
O, 8.9172, 4.4703, 12.9278
O, 7.2317, 6.2563, 19.2065
O, 3.4884, -1.2336, 19.3172
O, 16.3968, 1.2972, 16.2509
O, 6.2085, -1.9971, 12.8482
O, 2.2075, 11.5823, 12.802
O, 4.9107, 4.1442, 23.3517
O, 11.367, 11.5945, 22.6092
O, 1.9398, 7.072, 21.4968
O, -0.8073, 4.2421, 16.4231
O, 6.4975, -4.6582, 16.5901
O, -0.4062, 7.4639, 20.2227
O, 13.957, 1.4516, 16.5038

Results
free energy: -59012.243 eV
free energy less fixed offsets of O -447.96, Si -113.29 eV per atom: -2.993 eV
gap between the highest filled and lowest empty level on this k mesh: 1.365 eV

The program warned: the cutoff lies below the one the program advises for these potential files; the forces do not sum to zero within the program's tolerance; the exchange-correlation potential is rough where the density is thin.
